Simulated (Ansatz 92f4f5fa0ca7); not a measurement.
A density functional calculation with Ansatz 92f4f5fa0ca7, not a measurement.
Periodic cell of 414 atoms, Si266O148, from a study of silicon, its oxide and their interface. The atomic structure is a simulated model.
Doubt: the cutoff is far below the 930 eV that the study's wrapper takes by default for these files, so forces and energies are approximate.
This geometry differs little from another in the collection (a relaxation step or a small displacement).

Settings
functional: PBE
potential files: Ansatz PAW
basis: plane waves
wave-function cutoff: 580 eV
density cutoff ratio: 5
exchange-correlation grid ratio: 1
k mesh: 1 x 1 x 1, Gamma-centred
self-consistency stop: 5e-08 eV per atom in the density residual
occupations: fixed
spin: none
net charge: 0

Cell vectors (angstrom)
a 15.4687 0 0
b 0 12.8259 0
c 0 0 36.6442

Atoms: element, x, y, z (angstrom)
Si -0.0003 1.1427 33.9593
Si 3.8271 1.1197 34.0605
Si 7.7759 1.1597 33.9996
Si 11.6136 1.1538 33.9437
Si 2.0318 7.6302 33.941
Si 5.8472 7.6116 33.8815
Si 9.6677 7.6214 33.8852
Si 13.5578 7.5954 33.9578
Si 1.9336 5.247 34.3773
Si 5.8008 5.247 34.3773
Si 9.6679 5.247 34.3773
Si 13.5351 5.247 34.3773
Si 0 11.6599 34.3773
Si 3.8672 11.6599 34.3773
Si 7.7343 11.6599 34.3773
Si 11.6015 11.6599 34.3773
Si 0 4.664 35.6141
Si 3.8672 4.664 35.6141
Si 7.7343 4.664 35.6141
Si 11.6015 4.664 35.6141
Si 1.9336 11.0769 35.6141
Si 5.8008 11.0769 35.6141
Si 9.6679 11.0769 35.6141
Si 13.5351 11.0769 35.6141
Si 0 2.332 36.0263
Si 3.8672 2.332 36.0263
Si 7.7343 2.332 36.0263
Si 11.6015 2.332 36.0263
Si 1.9336 8.745 36.0263
Si 5.8008 8.745 36.0263
Si 9.6679 8.745 36.0263
Si 13.5351 8.745 36.0263
Si 1.9336 1.749 0.6188
Si 5.8008 1.749 0.6188
Si 9.6679 1.749 0.6188
Si 13.5351 1.749 0.6188
Si 0 8.162 0.6188
Si 3.8672 8.162 0.6188
Si 7.7343 8.162 0.6188
Si 11.6015 8.162 0.6188
Si 0 5.83 1.031
Si 3.8672 5.83 1.031
Si 7.7343 5.83 1.031
Si 11.6015 5.83 1.031
Si 1.9336 12.2429 1.031
Si 5.8008 12.2429 1.031
Si 9.6679 12.2429 1.031
Si 13.5351 12.2429 1.031
Si 1.9336 5.247 2.2678
Si 5.8008 5.247 2.2678
Si 9.6679 5.247 2.2678
Si 13.5351 5.247 2.2678
Si 0 11.6599 2.2678
Si 3.8672 11.6599 2.2678
Si 7.7343 11.6599 2.2678
Si 11.6015 11.6599 2.2678
Si 1.9336 2.915 2.68
Si 5.8008 2.915 2.68
Si 9.6679 2.915 2.68
Si 13.5351 2.915 2.68
Si 0 9.328 2.68
Si 3.8672 9.328 2.68
Si 7.7343 9.328 2.68
Si 11.6015 9.328 2.68
Si -0.5168 1.1614 18.9013
Si 10.772 2.7474 19.3016
Si 4.0498 -4.8476 24.4275
Si 19.119 -2.0274 23.0003
Si -0.0953 3.9074 28.9659
Si 1.351 10.6827 24.8182
Si 14.1277 12.2479 25.6034
Si 16.8701 9.6199 29.17
Si -5.0758 -1.7361 21.6982
Si 2.444 3.3292 25.6334
Si 13.9429 5.5173 27.7951
Si 11.9026 4.4773 27.4987
Si 3.4877 14.3979 28.9442
Si 1.9617 7.2386 29.4057
Si 9.6506 14.3154 17.5202
Si 17.1307 16.5338 22.4988
Si -1.6489 7.2866 29.4848
Si 7.2922 1.1421 29.9831
Si 3.7816 4.7258 31.4026
Si 10.8781 3.7376 29.4218
Si 5.7555 7.1345 29.13
Si 6.006 12.2824 31.4322
Si 12.3155 14.4824 26.3954
Si 12.8638 10.2202 27.5715
Si 1.8249 4.9791 28.1679
Si 1.9301 -1.7416 31.0167
Si 3.9411 7.0147 30.7026
Si 15.5804 1.4481 29.1969
Si 2.6819 10.6163 27.4827
Si 7.9334 7.0571 30.3522
Si 11.7571 7.0166 30.6588
Si 15.6288 6.8829 30.8828
Si 1.9758 0.6588 30.605
Si 5.2246 -4.0543 27.2379
Si 6.4287 1.1903 27.8313
Si 17.2869 0.9943 27.4731
Si -1.1045 9.5538 29.1848
Si 3.5676 3.8944 29.2796
Si 9.8436 1.8372 24.3992
Si 9.9481 7.6914 29.2517
Si 0.0208 4.6051 31.1975
Si 6.8254 3.5035 30.2747
Si 8.769 4.7078 30.4028
Si 11.765 4.7443 31.2982
Si -1.9018 13.4678 30.444
Si 9.5819 13.4462 30.56
Si 9.6527 11.1262 30.9142
Si 13.6551 11.0595 30.9546
Si 1.8749 3.9945 32.4353
Si 5.7052 3.8098 32.3517
Si 9.8105 4.0942 32.3921
Si 13.6288 3.9877 32.4058
Si 0.0424 10.5634 32.3402
Si 4.0037 10.7775 32.153
Si 7.7128 10.6768 32.2153
Si 11.6339 10.5703 32.2036
Si 1.9603 1.6784 32.7566
Si 5.7619 1.4386 32.84
Si 9.6916 1.7335 32.6831
Si 13.5574 1.6514 32.6542
Si 0.0604 8.2268 32.79
Si 3.9683 8.3631 32.6391
Si 7.7393 8.2075 32.5301
Si 11.652 8.2393 32.6829
Si 0 2.332 3.9167
Si 3.8672 2.332 3.9167
Si 7.7343 2.332 3.9167
Si 11.6015 2.332 3.9167
Si 1.9336 8.745 3.9167
Si 5.8008 8.745 3.9167
Si 9.6679 8.745 3.9167
Si 13.5351 8.745 3.9167
Si 1.9345 6.4382 4.2653
Si 5.7798 6.4037 4.355
Si 9.5823 6.4085 4.3237
Si 13.4558 6.3977 4.3357
Si -0.1027 12.8434 4.3126
Si 3.7831 12.8435 4.2644
Si 7.7415 12.7984 4.2975
Si 11.6281 12.8077 4.323
Si 0.0064 5.8196 5.4037
Si 3.8079 5.8318 5.5314
Si 7.6803 5.7908 5.6383
Si 11.4706 5.7487 5.5414
Si 1.8297 12.2915 5.4823
Si 5.7266 12.2896 5.4042
Si 9.7068 11.9664 5.3854
Si 13.5055 12.3661 5.7258
Si -0.0204 3.5478 5.8865
Si 3.7576 3.5225 6.0521
Si 7.6205 3.4597 6.0779
Si 11.4844 3.4411 5.956
Si 1.7716 9.9723 5.8244
Si 5.7538 10.0499 6.0272
Si 9.8825 9.6903 6.1193
Si 13.5212 9.9456 6.0511
Si -1.9829 8.6411 12.2644
Si 7.6861 6.7777 7.8063
Si 9.5709 2.6718 7.1782
Si 12.851 2.6512 12.0624
Si -0.0161 9.2 7.1017
Si 3.7079 9.5071 6.9254
Si 5.5767 8.8901 12.2586
Si 11.7561 9.3111 9.7436
Si 3.7005 7.2396 7.3969
Si -0.1787 6.8283 7.4649
Si 8.5433 8.9602 7.9436
Si 12.3821 11.5204 9.9717
Si -0.6003 11.1549 10.1117
Si 7.5409 12.529 8.3398
Si 7.2888 16.0219 10.8585
Si 7.3838 14.1699 12.2841
Si 1.7342 7.2569 8.732
Si 1.7738 2.966 7.313
Si 9.5488 6.2539 9.2101
Si 13.5124 5.4696 8.4003
Si 3.7887 12.7183 8.728
Si 1.8614 13.4043 7.5519
Si 11.517 13.3185 8.7171
Si 9.6014 13.1464 7.3101
Si 1.195 3.7953 9.5661
Si 5.6329 2.9338 7.3638
Si 10.0097 2.2655 9.5066
Si 14.4867 4.4054 10.2478
Si 0.0524 13.1679 9.0362
Si 8.6845 9.226 12.1994
Si 5.2583 9.2387 9.8863
Si 12.071 12.5214 12.0626
Si 1.2369 1.675 10.6319
Si 10.9126 7.6187 13.8043
Si 13.5825 1.0281 7.7199
Si 9.5834 8.5185 10.0545
Si 2.2119 14.3981 20.3467
Si 3.3358 10.4021 9.0551
Si 6.7428 10.3008 8.2738
Si 11.8152 8.9423 7.3627
Si -1.9651 3.3409 7.1363
Si 8.1313 0.986 10.1325
Si 5.6183 0.5959 7.4165
Si 5.1924 3.2777 9.7433
Si 5.4318 10.7687 16.7426
Si 4.2299 13.8472 12.7093
Si 9.7355 6.8227 16.4863
Si 15.3687 1.8341 13.4902
O 4.6305 11.3893 15.4653
O 10.1805 6.7763 18.0569
O 9.251 -4.4011 19.9766
O 5.8503 4.8455 25.4512
O 12.426 9.2015 26.3841
O 21.811 18.3198 16.5167
O -5.4282 -7.7217 22.9904
O 1.8338 -5.2217 22.2537
O -0.1048 17.2273 16.0257
O 16.0818 14.0655 12.1427
O 4.6135 8.9513 19.5052
O 5.4914 27.2233 18.444
O 10.2085 12.8505 17.0076
O 8.0377 1.2501 17.8069
O -6.0691 5.2827 16.1031
O 11.5301 -10.8158 20.575
O 0.0297 -9.2959 22.496
O 16.2247 11.1543 20.3802
O 24.5231 11.5837 14.8922
O 17.091 19.2392 11.7124
O 3.5513 15.0901 13.5588
O 4.324 -3.3692 23.6868
O 2.782 12.888 20.577
O 7.0069 -0.0389 19.849
O -4.0872 -16.7474 23.9341
O 9.0007 10.1533 27.4735
O -1.3828 -1.2781 21.9191
O 3.0174 -15.2264 21.5424
O -0.0218 13.6889 14.7818
O -12.4737 2.2537 19.0792
O 4.715 -0.8463 22.7291
O 9.0642 3.2566 24.6335
O 14.0229 15.312 18.8421
O 16.2999 11.5064 15.9241
O 29.2232 1.0018 25.8927
O 17.5525 -2.8466 26.1
O 10.8706 -6.2702 20.7554
O -13.088 12.242 27.3154
O 0.0919 0.8022 17.424
O 19.5645 6.7742 21.0146
Si -7.9351 12.6861 25.4027
Si -0.8579 -6.4094 24.68
Si 5.6033 4.7672 28.6183
Si 23.5583 4.3065 20.2455
Si -1.0516 -2.0044 12.3997
Si 8.1299 9.8002 26.1345
Si 4.7362 5.4759 10.399
Si 6.6934 0.4919 18.3501
Si 5.7952 -9.6842 21.8384
Si 20.0074 -10.0679 19.0001
Si 11.497 14.2526 29.4027
Si 21.3901 5.398 23.9272
Si 1.7116 7.8771 23.8582
Si 1.0369 -2.4583 14.7517
Si 14.9212 8.503 16.5317
Si 3.6872 3.7268 14.2856
Si 11.501 6.579 7.7384
Si -6.2601 3.8234 15.4078
Si 8.9642 4.8329 24.219
Si 6.3376 4.6091 15.1403
Si 2.3483 5.7376 10.3638
Si 7.7537 -0.9658 20.933
Si 0.1769 6.2992 12.4531
Si 5.9034 5.1676 18.0578
Si 14.0462 4.2821 22.3153
Si 10.5373 7.5274 19.4607
Si -0.8394 -1.4673 20.3976
Si 3.9628 -1.7903 14.0272
Si 3.6386 14.2684 10.4794
Si 12.2942 -4.6043 25.1015
Si -0.2282 -0.0765 16.0876
Si 10.0044 -2.8318 28.7901
Si 10.5298 6.0477 26.533
Si 15.1384 5.6646 17.0342
Si 10.5389 4.6154 12.6936
Si -5.5 11.4268 16.2207
Si 7.9117 22.0629 16.942
Si 1.5678 -5.2552 18.2303
Si 12.9569 -0.5668 22.835
Si 9.7665 8.8626 23.6432
Si 3.843 -3.1935 18.2307
Si 9.3923 17.1378 10.6405
Si 12.7851 -1.957 16.6614
Si 12.33 -2.9294 19.4448
Si 21.3768 0.185 23.0423
Si 17.8385 11.3237 20.3455
Si 5.5221 -5.7504 8.88
Si 5.0793 5.8956 12.6955
Si 11.8934 14.9449 22.1716
Si 9.6853 6.254 21.8677
Si 2.4665 6.5871 21.1657
Si 7.6693 8.8604 19.9799
Si 20.9065 -9.083 26.5564
Si -6.2567 24.8391 13.338
Si 0.8981 -8.3776 14.7426
Si 13.499 16.8271 19.1858
Si 20.6242 -5.3267 19.9975
Si 16.5073 9.6222 9.1783
O 8.4369 5.7313 20.9481
O -6.0947 -0.7728 20.8658
O 29.8744 -5.866 16.3286
O 1.1877 6.1772 17.4401
O -2.9412 3.2585 26.5306
O 4.3896 8.0146 26.0433
O 7.4197 10.2859 20.7121
O 11.8877 3.8974 18.8427
O 21.614 13.086 24.6476
O 22.0923 20.6238 20.6718
O 0.6621 16.0612 13.715
O 7.1857 8.6328 12.5106
O -5.7369 8.6559 13.3325
O 21.9549 2.4804 26.7851
O -1.8142 3.0237 10.6841
O 6.7003 -3.6486 26.6387
O 5.3073 4.314 22.8631
O 11.3425 10.3178 20.6486
O 2.8684 8.4045 17.6488
O 2.592 -2.6233 14.3176
O 7.2722 8.987 18.4128
O 2.4395 17.0138 15.232
O 12.167 -14.743 18.1775
O 5.8805 13.7589 12.8445
O -6.9162 10.8721 12.357
O -6.0089 -9.2562 19.8184
O -3.1013 21.0387 13.3924
O 10.443 1.8948 22.8849
O -4.3424 1.4571 25.3163
O 13.6368 9.4923 16.5014
O 20.2801 20.3518 12.7912
O 0.9239 -3.4812 23.9721
O 15.7308 8.552 17.9723
O 7.2576 12.3932 22.3795
O 16.2071 6.7452 24.5301
O 11.7589 1.0003 27.7939
O -6.9796 0.6672 13.2797
O -18.0757 -4.3614 10.7296
O 9.1496 10.3131 17.1108
O 20.8195 6.5439 18.6953
O 17.6658 3.6777 24.0533
O -4.0297 10.8762 15.7411
O 13.9013 -2.8302 19.8619
O 0.1995 -1.0512 25.2631
O 2.3305 15.2525 21.7311
O 3.8207 17.7824 13.2064
O 26.95 -2.1866 28.3657
O 7.8732 -14.5342 25.2292
O 9.9292 6.9664 27.7438
O 0.6555 1.5156 19.9501
O 14.1039 -7.3047 23.3909
O 6.3079 -7.284 13.7748
O 5.044 3.6275 15.1629
O 3.6143 -0.3912 13.261
O -1.6987 7.8236 24.5587
O -1.0518 18.6158 26.1859
O 13.0473 13.855 22.5679
O 7.6207 16.4443 15.1273
O 6.6212 22.6238 16.107
O 8.7522 -12.1329 24.73
O 13.2369 -1.0589 24.3467
O 9.7792 -10.2209 16.3139
O 22.8112 -9.4744 21.3486
O 2.4865 11.4739 23.9488
O 19.4913 15.9176 26.0148
O 16.0284 18.6716 13.9751
O 9.4933 10.1524 22.684
O -0.6457 -5.1229 12.4365
O 4.886 3.2401 20.5111
O -1.5856 17.3729 20.6934
O 6.1887 12.0396 17.4716
O 7.5373 5.4127 23.6651
O 1.9464 4.6365 26.5175
O 20.4329 -2.6724 13.0883
O 7.2586 12.8788 26.9994
O 1.6945 -10.9166 26.0749
O 20.555 -6.0165 23.8214
O -2.8091 -9.3462 22.668
O 2.9105 -2.0026 18.8869
O 4.854 13.705 28.227
O 20.1709 4.0591 18.0395
O 13.4084 -0.7719 12.925
O 2.1073 5.0628 21.6669
O -0.7734 18.0343 11.6825
O -4.0798 -0.8894 22.6246
O 25.412 16.6115 13.9618
O 12.0189 -8.8366 12.4426
O 15.6975 10.8099 13.4152
O -6.5382 8.8356 25.0597
O 11.9274 14.1535 11.8265
O -1.2785 -0.1691 19.4864
O -1.7467 -0.6797 16.2642
O 0.4771 21.7697 15.327
O 9.3239 -5.2511 22.7525
O 13.6069 -1.3109 26.9418
O 11.8877 21.1974 19.1005
O 7.1712 4.5884 18.9239
O 5.5948 14.5056 22.5057
O 10.7756 12.1063 12.9435
O 10.8589 7.3838 15.4275
O -6.209 5.6272 25.6038
O -1.2715 -7.7111 18.2271
O -1.658 15.0495 13.2873
O -7.0249 7.8238 16.324
O 19.7456 10.0961 27.6679
O -3.9354 6.8724 25.5502
O 17.255 7.0714 19.762
O 10.6544 6.2056 13.0247

Results
free energy: -253261.097 eV
free energy less fixed offsets of O -568.88, Si -635.61 eV per atom: 5.403 eV

Forces (eV/angstrom), in the order of the atoms: element, x, y, z
Si -0.0318 -0.0112 0.0163
Si -0.0072 -0.0652 0.0512
Si 0.0026 -0.0111 -0.0252
Si -0.0102 -0.0511 0.0057
Si -0.0167 0.0587 -0.0562
Si 0.0072 0.0079 -0.0696
Si 0.0422 0.0357 -0.04
Si -0.0239 0.009 -0.0597
Si -0.0699 0.3006 0.3895
Si 0.3292 -0.3285 -0.5878
Si -0.2533 0.4644 0.2848
Si 0.1277 0.009 0.2633
Si 0.0494 0.0424 0.4079
Si -0.116 -0.2324 0.0195
Si 0.4986 -0.1391 0.1398
Si 0.044 -0.0424 -0.4279
Si -0.0456 0.3019 0.2401
Si -0.0591 -0.0081 -0.0666
Si -0.0259 0.1717 0.0409
Si -0.0234 0.1057 0.0558
Si -0.1048 -0.1786 -0.0641
Si -0.0293 -0.0022 -0.1692
Si -0.0668 -0.1042 0.0096
Si 0.029 -0.0078 -0.0849
Si -0.0021 -0.0086 -0.1351
Si -0.0629 0.1962 0.4081
Si 0.15 0.1036 0.1898
Si 0.0514 -0.0005 -0.168
Si 0.0967 0.0473 0.0528
Si 0.1536 -0.1311 -0.2945
Si -0.0132 0.0054 -0.3135
Si 0.0232 -0.0172 0.0377
Si 0.0401 0.0716 0.0274
Si -0.0477 -0.0457 -0.0815
Si -0.0892 -0.0192 0.0271
Si -0.0274 0.0392 -0.031
Si -0.1102 -0.0569 -0.0312
Si 0.0526 -0.0369 -0.0258
Si 0.0263 -0.0843 -0.0574
Si -0.0225 -0.1099 -0.0667
Si 0.0013 -0.0381 0.0297
Si 0.0061 -0.0259 0.006
Si 0.0324 -0.0657 0.009
Si 0.0484 0.008 0.0136
Si 0.1152 -0.0536 -0.0312
Si 0.0327 -0.0092 0.0019
Si 0.0526 0.0117 0.0232
Si -0.0231 -0.1248 -0.0843
Si -0.0437 -0.0434 -0.3838
Si 0.0516 0.0887 0.1096
Si -0.1528 -0.1024 -0.0129
Si -0.1842 0.0702 -0.0548
Si -0.2091 -0.0341 -0.0375
Si -0.1615 -0.0768 -0.4084
Si -0.0938 -0.057 -0.366
Si 0.2504 -0.009 -0.0792
Si -0.0134 0.0088 0.009
Si 0.0564 -0.034 0.0869
Si 0.0957 0.1026 0.0253
Si 0.0458 0.0661 0.0728
Si 0.1027 -0.1157 -0.1418
Si -0.0783 0.1159 0.0937
Si -0.0373 0.1324 0.1457
Si 0.0483 0.0712 0.0315
Si 0.0911 -0.034 -0.0316
Si 0.2054 0.0874 0.2332
Si -0.0198 -0.0036 0.0847
Si 0.0072 0.1727 -0.0188
Si -0.0705 0.0244 -0.0146
Si 0.0207 0.047 -0.0567
Si -0.1389 -0.1232 -0.0787
Si -0.1668 -0.0672 0.001
Si 0.0617 -0.0092 0.0072
Si 0.0118 0.1008 0.2524
Si 0.0682 0.0719 -0.1725
Si 0.0966 -0.1326 -0.0606
Si 0.2 -0.0184 0.014
Si -0.0577 -0.0303 -0.0013
Si -0.0931 -0.1171 -0.0444
Si -0.1111 -0.075 -0.0693
Si 0.0031 -0.0691 0.0148
Si -0.0444 -0.0342 -0.0453
Si -0.0175 0.0128 -0.0419
Si -0.0684 0.0505 0.139
Si -0.0155 -0.1024 -0.0402
Si -0.0982 -0.0062 0.0563
Si -0.0594 0.0414 0.1131
Si 0.1767 -0.0842 0.1183
Si 0.1367 -0.0554 -0.0265
Si -0.0344 -0.0543 0.0213
Si 0.0709 -0.0478 0.0209
Si 0.1079 -0.0325 -0.1154
Si -0.1953 -0.1422 0.2289
Si -0.0894 -0.0637 0.019
Si 0.0424 -0.0028 0.0111
Si -0.0051 -0.0843 -0.0287
Si 0.0199 0.0761 -0.0459
Si 0.1149 -0.1558 0.262
Si 0.1931 0.0995 0.0248
Si -0.2562 0.0112 0.0202
Si 0.2042 0.0465 0.0277
Si -0.06 0.1773 0.1308
Si -0.0045 0.0388 -0.045
Si 0.0027 -0.0062 -0.0832
Si 0.0322 -0.0072 0.1202
Si -0.0309 0.088 0.0481
Si 0.0804 -0.0061 -0.0473
Si -0.0053 0.0236 -0.0523
Si 0.1509 0.0214 0.0743
Si -0.1172 -0.0323 0.1308
Si 0.0406 -0.1389 0.0038
Si -0.0673 0.0051 0.0591
Si 0.0064 0.0198 -0.029
Si -0.0451 0.0102 -0.051
Si 0.0343 -0.0454 0.0115
Si 0.0712 0.0388 -0.1139
Si -0.016 -0.0024 0.0138
Si 0.0115 0.1067 -0.0743
Si 0.0121 0.0609 -0.0299
Si 0.0439 0.0094 0.0106
Si 0.0208 -0.0849 -0.0509
Si 0.0168 0.015 0.0957
Si 0.0442 0.0551 0.0057
Si 0.0075 -0.0184 0.0161
Si -0.0016 0.0693 0.0318
Si 0.0146 -0.0173 -0.0173
Si -0.03 -0.0265 -0.0116
Si -0.038 0.0604 0.0068
Si -0.1038 -0.1295 -0.4025
Si -0.3211 0.3039 0.3043
Si -0.0261 -0.0892 0.458
Si -0.1835 -0.389 -0.1873
Si -0.0394 0.0789 -0.979
Si 0.3484 0.0452 0.6418
Si -0.035 -0.5033 0.4657
Si -0.1505 0.2185 0.3766
Si 0.0286 0.0095 0.0207
Si -0.0072 -0.019 -0.003
Si 0.027 0.0284 -0.0573
Si -0.0088 -0.0182 0.0556
Si 0.0365 -0.0045 0.0008
Si 0.0089 -0.0349 -0.008
Si -0.0153 0.0269 0.0079
Si 0.0269 0.0451 -0.0312
Si 0.0204 -0.0777 -0.0369
Si -0.0308 -0.0181 0.0414
Si -0.0466 -0.0025 0.0139
Si -0.015 -0.0538 -0.0465
Si -0.0455 0.0245 0.0201
Si -0.0135 0.0497 -0.0367
Si 0.0462 0.0269 0.066
Si -0.0023 0.083 0.0392
Si 0.0278 0.0003 0.0181
Si -0.0463 0.056 0.0617
Si 0.0332 -0.051 0.0392
Si -0.0154 0.0127 0.0094
Si 0.0343 -0.0801 -0.0241
Si -0.0594 0.0567 -0.0259
Si 0.0071 -0.0404 0.012
Si 0.0877 -0.0053 0.0562
Si 0.0484 0.0256 -0.1583
Si -0.1065 -0.0449 0.0249
Si 0.0055 -0.0159 0.1129
Si -0.087 0.0455 -0.0936
Si -0.0184 0.0597 -0.0464
Si -0.0049 -0.0197 -0.1173
Si 0.0447 0.0268 -0.3845
Si 0.0116 -0.0769 0.1472
Si 0.005 0.0054 -0.0509
Si -0.0435 -0.0611 0.042
Si 0.0487 0.009 0.0173
Si 0.0659 0.0449 0.0147
Si -0.0479 0.0877 0.1016
Si 0.0517 0.0534 -0.0031
Si 0.1113 -0.1966 -0.0576
Si -0.3434 -0.2804 -0.379
Si -0.0655 0.0157 0.1166
Si -0.0315 -0.0199 0.0501
Si 0.0376 0.0478 0.0158
Si -0.0214 0.0373 0.0364
Si 0.0384 0.0596 -0.0285
Si 0.0194 -0.075 0.0166
Si -0.0292 0.1906 -0.0346
Si -0.0772 -0.0625 -0.059
Si 0.0503 0.0013 -0.0917
Si -0.0149 0.0317 0.0438
Si 0.0598 -0.0044 -0.0098
Si -0.1841 0.1198 -0.0426
Si -0.0312 0.0056 -0.1145
Si 0.0387 0.0032 -0.2473
Si -0.0205 0.0215 0.0957
Si 0.1936 -0.0443 -0.0174
Si -0.0558 -0.0538 0.149
Si -0.1691 -0.1225 -0.0175
Si 0.0542 -0.0208 -0.0359
Si -0.0545 -0.0204 0.1397
Si -0.0089 0.0326 -0.0226
Si -0.0393 0.0079 0.09
Si -0.0957 0.041 -0.0415
Si 0.0355 0.0814 0.0004
Si -0.0075 -0.0242 -0.0214
Si -0.0982 0.0667 0.1837
Si 0.0302 -0.0421 0.0046
Si -0.0953 0.0675 -0.0837
Si 0.0372 0.0132 -0.0345
Si 0.234 0.1438 -0.3223
Si -0.0301 -0.0214 0.0051
Si 0.0873 -0.0262 -0.0296
O 0.0416 0.0281 -0.0683
O 0.0242 -0.0099 -0.0045
O -0.0591 0.0106 -0.0031
O 0.0003 0.076 -0.1573
O -0.026 -0.0511 -0.0916
O -0.0193 -0.0096 0.0341
O -0.0343 0.0811 -0.0076
O 0.006 0.0399 -0.0002
O 0.0178 0.0662 -0.0394
O 0.0801 0.0166 -0.226
O 0.0331 -0.0081 0.0444
O 0.0077 -0.0413 -0.0575
O -0.0542 0.0008 0.0046
O -0.0057 -0.0409 -0.0279
O 0.02 -0.0036 0.0489
O -0.0341 0.0146 -0.0903
O 0.0147 0.0186 0.0225
O 0.039 -0.0416 -0.0122
O -0.012 0.0416 -0.0815
O 0.0667 -0.1355 -0.1032
O -0.0246 -0.0099 0.0806
O 0.075 -0.0615 0.0099
O 0.009 -0.0198 0.0014
O -0.0209 0.0102 -0.1039
O 0.0551 -0.0379 0.0491
O 0.0412 0.0039 0.0193
O 0.0175 -0.0214 0.012
O -0.0035 -0.0602 0.0059
O -0.0325 0.0281 -0.0666
O 0.0297 -0.0131 0.003
O -0.0612 -0.0818 0.0087
O -0.0232 0.0144 0.0026
O 0.0218 -0.0474 -0.0042
O 0.0303 -0.0018 -0.0347
O 0.0003 0.0614 0.0238
O 0.0306 0.0698 -0.0704
O -0.0323 0.0059 -0.0008
O 0.0645 -0.072 -0.1412
O -0.0171 0.018 -0.0055
O 0.0146 0.0186 0.0313
Si -0.031 0.0998 -0.0679
Si -0.082 0.0564 -0.0422
Si 0.0734 0.0627 -0.0061
Si -0.0556 0.0044 0.0505
Si 0.034 0.3012 0.0118
Si 0.0434 0.0124 -0.0663
Si -0.0751 -0.016 0.1183
Si 0.0314 -0.0216 0.073
Si 0.0326 -0.1122 -0.0539
Si -0.0324 0.0335 0.0393
Si 0.0293 -0.0732 -0.3267
Si 0.0692 -0.1685 0.0705
Si -0.0775 -0.0164 0.028
Si -0.0839 -0.0285 0.0815
Si 0.0036 0.0188 -0.0054
Si -0.0109 -0.013 -0.0027
Si -0.0206 -0.0763 -0.0241
Si 0.0017 0.1487 -0.1372
Si 0.1188 -0.059 0.0296
Si -0.051 0.0563 -0.0999
Si -0.0301 0.2603 0.0659
Si 0.0192 0.0096 0.1067
Si 0.1353 -0.1197 -0.0616
Si 0.0164 0.0012 -0.0575
Si -0.0076 -0.1162 -0.0474
Si 0.0012 -0.0312 0.0436
Si -0.0626 0.0415 0.0682
Si -0.0359 -0.0366 -0.0723
Si 0.1019 -0.0499 0.0898
Si -0.0094 0.1262 0.0081
Si 0.011 -0.0592 0.0601
Si 0.0058 0.0564 0.0284
Si -0.1182 0.024 -0.0995
Si -0.0152 -0.0563 -0.0972
Si -0.3463 -0.0284 -0.2011
Si 0.045 -0.0101 0.0209
Si 0.0142 -0.0452 0.0266
Si -0.0087 -0.0299 -0.0318
Si -0.0087 0.0314 -0.0457
Si -0.0312 0.0163 -0.0454
Si -0.076 -0.1538 0.1186
Si 0.1055 -0.0442 -0.0339
Si 0.0885 0 0.0389
Si -0.0275 -0.0199 0.0576
Si 0.0524 0.0007 0.0238
Si -0.0229 0.0642 0.0027
Si 0.0242 -0.0579 -0.0151
Si 0.0593 -0.0383 0.0428
Si -0.0067 -0.0321 -0.0133
Si 0.0275 -0.0115 0.0545
Si -0.0621 -0.0283 -0.0889
Si 0.1433 0.0699 0.0242
Si 0.136 -0.0315 0.2131
Si -0.087 0.245 -0.1019
Si -0.0074 -0.051 0.1463
Si 0.0237 0.052 0.0525
Si -0.025 0.0074 -0.0571
Si 0.0049 -0.0986 0.013
O -0.0314 0.0332 0.0036
O -0.0128 -0.0012 -0.0322
O -0.0148 0.0017 0.011
O 0.0141 0.0036 0.0262
O -0.0141 0.0419 0.0333
O 0.0415 -0.0071 -0.1025
O -0.0454 -0.0618 -0.0321
O -0.0159 -0.0274 0.0036
O 0.0144 -0.0536 0.0177
O -0.033 -0.0014 0.0227
O 0.0048 0.0077 -0.035
O -0.0617 0.0378 0.0716
O 0.0081 0.0259 0.0637
O -0.1663 -0.0017 -0.0413
O 0.1434 -0.0315 -0.0991
O 0.0088 0.0678 -0.0257
O -0.018 0.0817 0.024
O 0.0082 -0.0027 -0.0133
O 0.0567 0.0829 0.0003
O 0.036 -0.0188 0.0315
O -0.0225 -0.0036 0.0076
O 0.0181 -0.0343 -0.0418
O -0.0216 0.036 0.0034
O 0.0639 0.0932 0.0616
O 0.0031 -0.0375 0.0899
O -0.0286 -0.0544 -0.0621
O 0.0892 0.0301 -0.0115
O -0.0224 0.0055 0.0313
O 0.05 -0.0076 0.0046
O -0.0361 0.0172 -0.0153
O 0.0259 0.0092 0.0134
O -0.008 -0.0239 -0.029
O 0.0239 0.0089 0.0365
O 0.0064 -0.0212 -0.008
O 0.0172 0.0024 -0.0166
O 0.034 0.0843 0.1919
O 0.1306 -0.1492 0.3556
O -0.121 -0.013 -0.1503
O -0.01 0.0417 -0.0085
O -0.0127 -0.0049 0.0006
O 0.0252 -0.0154 0.0578
O -0.0325 -0.0256 -0.0287
O 0.0143 0.0197 0.0041
O 0.0556 0.0021 -0.0081
O 0.004 -0.0003 0.025
O -0.0146 -0.0042 0.0004
O -0.1172 0.0007 -0.0402
O -0.0234 -0.0714 0.0215
O 0.004 -0.0131 0.1411
O -0.0511 0.0075 0.0049
O -0.002 0.0028 0.0693
O -0.0453 -0.0048 0.0055
O -0.0045 -0.0014 0.0606
O -0.0299 0.0151 0.1123
O 0.0303 -0.0186 0.0032
O 0.0239 -0.0729 0.161
O 0.0119 0.0137 0.0114
O 0.0042 -0.0744 0.0247
O 0.0137 0.0626 0.005
O -0.0323 -0.0284 0.0206
O 0.0299 0.022 0.0071
O 0.0143 -0.0302 0.0529
O 0.0288 0.0043 -0.0408
O -0.0123 -0.0571 -0.0031
O -0.0228 0.0026 -0.1068
O -0.083 0.072 -0.0738
O -0.021 -0.0057 0.0245
O 0.0049 -0.006 0.0747
O -0.0085 0.0312 0.0157
O -0.0433 0.0109 -0.0038
O 0.0038 -0.0247 -0.0439
O -0.0681 0.0773 -0.0549
O -0.0272 -0.0435 -0.0283
O 0.0209 0.0322 0.1797
O -0.0184 -0.1128 -0.0574
O -0.0085 -0.0337 -0.0573
O -0.0181 0.1096 -0.0073
O 0.0218 0.0315 0.0036
O 0.0215 0.0136 -0.014
O -0.2353 0.0783 0.1476
O -0.0052 -0.0156 0.0097
O 0.0064 0.0144 0.0929
O 0.0295 0.0435 0.0096
O 0.0835 0.0083 0.045
O 0.0346 0.0078 -0.0036
O 0.0303 -0.0355 0.1222
O 0.1396 -0.0592 0.0597
O -0.0567 0.0043 0.041
O -0.0351 -0.0044 0.0683
O 0.0302 -0.0614 0.0518
O -0.028 0.0132 -0.0063
O -0.0243 0.004 -0.0414
O -0.0083 -0.0019 -0.0232
O -0.0014 -0.0045 0.0162
O 0.0258 0.1849 -0.0555
O -0.0149 -0.0039 0.0075
O 0.0225 -0.0096 -0.0175
O -0.0125 0.0523 0.0064
O -0.0003 0.0266 0.0502
O 0.0651 0.0363 -0.072
O -0.0569 0.0271 -0.0032
O -0.0348 0.0019 0.0533
O -0.0015 0.0486 0.0602
O 0.0153 0.0299 0.005
O -0.0131 0.0564 -0.144
O -0.0138 -0.0613 0.0327
O 0.0163 0.0044 0.0722
O 0.097 0.1075 0.0834

The program warned: the cutoff lies below the one the program advises for these potential files; the forces do not sum to zero within the program's tolerance; the exchange-correlation potential is rough where the density is thin.
